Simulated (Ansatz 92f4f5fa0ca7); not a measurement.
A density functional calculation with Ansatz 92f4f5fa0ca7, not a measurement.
Periodic cell of 222 atoms, Si134O80N8, from a study of silicon, its oxide and their interface. The atomic structure is a simulated model.
This geometry differs little from another in the collection (a relaxation step or a small displacement).

Settings
functional: r2SCAN
potential files: Ansatz PAW
basis: plane waves
wave-function cutoff: 800 eV
density cutoff ratio: 5
exchange-correlation grid ratio: 1
k mesh: 1 x 1 x 1, shifted by 0.5 0.5 0 of a step
self-consistency stop: 1e-10 eV per atom in the density residual
occupations: fixed
spin: none
net charge: 0

Cell vectors (angstrom)
a, 10.88, 0, 0
b, 0, 10.88, 0
c, 0, 0, 31.766

Atoms: element, x, y, z (angstrom)
Si, -0.2066, 0.4042, 0.1986
Si, 2.4512, 3.059, 0.0544
Si, 0.3022, 5.2908, -0.0098
Si, 3.0335, 7.9379, -0.1253
Si, 5.7125, -0.0676, -0.1615
Si, 8.474, 2.5398, -0.0635
Si, 5.2392, 5.6955, -0.1771
Si, 7.8657, 8.5749, 0.0688
Si, 1.3249, 1.5637, 1.4689
Si, 4.0966, 4.1958, 1.2536
Si, 1.447, 6.8691, 1.2673
Si, 4.1129, 9.6137, 1.1509
Si, 6.8596, 1.4245, 1.2433
Si, 9.5664, 4.1491, 1.2665
Si, 6.736, 6.8925, 1.2388
Si, 9.4711, 9.6616, 1.3728
Si, -0.0342, 2.8733, 2.7953
Si, 2.739, 0.0577, 2.581
Si, 0.0169, 8.2221, 2.5851
Si, 2.7548, 5.519, 2.6807
Si, 5.4611, 2.7842, 2.5595
Si, 8.131, 0.1037, 2.7393
Si, 5.4006, 8.2468, 2.6267
Si, 8.1534, 5.5182, 2.5558
Si, 1.3967, 4.184, 4.0666
Si, 4.1149, 1.4054, 3.942
Si, 1.3801, 9.5714, 3.9527
Si, 4.0873, 6.8804, 4.0183
Si, 6.8205, 4.1303, 3.9357
Si, 9.5082, 1.4382, 4.0755
Si, 6.7817, 9.5546, 4.0144
Si, 9.5409, 6.8375, 3.9436
Si, 0.0185, 0.0276, 5.3421
Si, 2.7542, 2.7489, 5.3392
Si, 0.0026, 5.5073, 5.3798
Si, 2.7062, 8.2114, 5.3563
Si, 5.4279, 0.0373, 5.3518
Si, 8.1342, 2.7833, 5.3811
Si, 5.4624, 5.4719, 5.3121
Si, 8.1704, 8.1705, 5.3242
Si, 1.3879, 1.3798, 6.6907
Si, 4.129, 4.1, 6.6915
Si, 1.3705, 6.8456, 6.7308
Si, 4.0725, 9.5528, 6.7114
Si, 6.8091, 1.3625, 6.7141
Si, 9.5399, 4.1015, 6.7209
Si, 6.8228, 6.7883, 6.6886
Si, 9.5398, 9.5159, 6.6814
Si, 0.0163, 2.7039, 8.0648
Si, 2.6952, 0.0033, 8.0696
Si, -0.0174, 8.1608, 8.0775
Si, 2.7618, 5.4603, 8.0452
Si, 5.4459, 2.697, 8.0611
Si, 8.1884, -0.0208, 8.0522
Si, 5.458, 8.1633, 8.0241
Si, 8.1619, 5.4204, 8.0682
Si, 1.4062, 4.0743, 9.3759
Si, 4.0819, 1.3282, 9.4104
Si, 1.3151, 9.5323, 9.4278
Si, 4.1126, 6.8342, 9.4169
Si, 6.8646, 3.98, 9.4125
Si, 9.5713, 1.2843, 9.4404
Si, 6.8402, 9.4701, 9.3996
Si, 9.5086, 6.7743, 9.4219
Si, -0.024, -0.0845, 10.9031
Si, 2.7107, 2.6787, 10.7506
Si, 0.0173, 5.3986, 10.7167
Si, 2.6892, 8.2086, 10.756
Si, 5.4553, -0.0718, 10.721
Si, 8.2137, 2.5822, 10.8178
Si, 5.5202, 5.4012, 10.6676
Si, 8.1858, 8.1299, 10.8201
Si, 1.3897, 1.3061, 12.1786
Si, 4.1474, 4.0628, 11.9655
Si, 1.2774, 6.8507, 12.0498
Si, 4.0716, 9.5441, 12.1234
Si, 6.8321, 1.1472, 12.15
Si, 9.6859, 3.9163, 12.0919
Si, 6.9043, 6.6438, 12.094
Si, 9.4708, 9.4174, 12.3389
Si, 0.0503, 2.557, 13.6378
Si, 2.843, 0.1521, 13.6072
Si, -0.0047, 8.0474, 13.693
Si, 2.6606, 5.3856, 13.1694
Si, 5.5245, 2.6996, 13.2715
Si, 7.9862, -0.2463, 13.7622
Si, 5.2905, 7.8625, 13.2407
Si, 8.387, 5.2845, 13.411
Si, 1.5434, 4.1086, 14.6874
Si, 4.0366, 1.9307, 14.8632
Si, 1.6899, 9.3508, 14.7613
Si, 3.6556, 6.8473, 14.654
Si, 7.0706, 3.7969, 14.6054
Si, 9.1867, 1.466, 14.9419
Si, 6.3583, 8.9988, 14.8497
Si, 9.9321, 6.1689, 14.9865
Si, 5.2631, 5.2851, 18.7487
Si, 4.8955, 10.8528, 16.8305
Si, 12.0393, -1.7295, 17.7079
Si, 7.0459, 6.2298, 16.4108
Si, 9.3217, 7.6061, 17.6762
Si, 4.4133, 4.4838, 16.2379
Si, 9.5618, -0.1638, 17.5461
Si, 13.3762, 10.6012, 23.2453
Si, 2.8079, 4.2851, 24.5104
Si, 6.8428, 8.0746, 23.595
Si, 2.7078, 0.6502, 18.7656
Si, 7.0911, -1.3041, 18.4859
Si, 6.9041, 5.2268, 21.2527
Si, 9.7815, 11.8879, 20.4999
Si, 9.929, 4.0966, 21.3132
Si, 7.2122, 10.9376, 22.2314
Si, 13.6937, 3.7017, 18.6347
Si, 1.1102, 9.7044, 20.6641
Si, 0.1488, 11.9393, 25.0145
Si, 7.7778, -2.9172, 20.1978
Si, 2.8779, 6.3831, 17.7244
Si, 10.8413, 4.1131, 24.3151
Si, 3.6239, 10.089, 25.9024
Si, 10.5126, -3.9274, 20.2505
Si, 0.7641, 9.8749, 26.9764
Si, 4.0548, 13.1723, 26.5163
Si, -7.0513, 1.3157, 29.5213
Si, -4.2583, -1.2988, 26.3632
Si, -3.6891, 4.3788, 29.469
Si, -1.5612, 6.7166, 29.7167
Si, 1.7003, -0.935, 29.7601
Si, 8.3196, 5.9319, 25.0283
Si, 4.4188, -9.6683, 21.4405
Si, -2.915, 11.9784, 25.0386
Si, 6.8872, 14.4755, 26.3525
Si, 4.8987, 5.8614, 23.1283
Si, 9.1488, 19.0519, 27.1007
Si, 14.376, 3.9388, 21.654
O, 1.3242, 4.9524, 24.6321
O, 0.8116, -0.2814, 30.9123
O, 6.7409, -2.1953, 25.0565
O, 1.3739, 4.1576, -0.5226
O, -2.8886, 2.5829, 25.7039
O, 0.1807, 2.6691, 25.0108
O, 8.2372, 5.5897, 29.3501
O, 2.3507, 8.5643, 30.2897
O, 5.1659, 0.711, 30.247
O, 7.8115, 3.166, 30.3452
O, 5.869, 4.9566, 30.2479
O, 9.5995, 1.4247, -0.5307
O, -2.1204, 6.9607, 26.1524
O, 4.1247, 6.8165, -0.6512
O, 10.583, 6.0117, 30.421
O, 6.8049, 9.6533, -0.5974
O, 5.0653, 1.4356, 16.1077
O, 2.2212, -8.6904, 18.3783
O, 5.6475, -0.7047, 18.1082
O, 7.1192, 9.4862, 20.1439
O, 7.9615, 10.4918, 17.4752
O, 2.7688, 8.1587, 14.9633
N, 3.7221, 6.0876, 16.2203
O, 11.2491, 5.1712, 15.3627
O, 9.8978, 0.8041, 16.2813
N, 10.2789, 9.1006, 17.5905
O, 5.1757, 9.8405, 15.6106
N, 8.86, 6.5132, 16.3601
N, 3.2097, 3.4231, 15.4115
O, 3.4238, 0.1046, 17.4312
O, 12.8038, -3.1816, 17.7532
N, 4.4176, 14.8822, 17.9295
O, -1.6628, 7.7177, 20.8809
N, 7.8684, -2.848, 18.4695
N, 6.1393, 4.8286, 15.6655
O, 12.8738, 5.0064, 18.0359
O, 10.8872, 10.8404, 21.0928
O, 8.0987, 13.5467, 15.3088
O, 10.222, 6.695, 18.6787
O, 6.6341, 7.7322, 15.888
O, 9.7606, 11.5648, 18.9099
O, 11.6378, 8.1045, 20.4844
O, 7.2293, 0.9407, 23.6071
O, 2.7023, 3.8785, 20.2553
O, 1.4407, 9.8795, 16.2837
O, 10.0823, 13.5051, 20.5923
O, 8.3567, 4.5281, 21.2373
O, 3.6717, 0.8077, 20.0538
O, 5.9415, 4.6673, 20.075
O, 8.4285, 0.6417, 21.3148
O, 4.662, 2.8091, 21.5112
O, 6.873, -4.0435, 20.9107
O, 3.002, 3.3167, 25.8053
O, -1.0884, 18.3809, 28.4092
O, 11.4576, 22.2893, 26.4856
O, 7.2899, -1.5539, 22.6454
O, 10.533, 3.8149, 22.7665
O, 7.0843, -5.8594, 25.5847
O, 13.6117, -7.3273, 23.045
O, 14.9571, 6.44, 18.875
O, -0.5194, 9.0338, 26.4165
O, 5.8022, 0.4181, 21.5374
O, 2.1096, 9.6988, 21.9465
O, 4.9988, 9.5685, 26.6463
O, -7.4879, 9.7484, 24.3171
O, 3.6955, 11.7066, 25.9528
N, 1.6278, -0.6926, 19.0587
O, 6.4916, 5.9244, 17.9102
O, 7.9285, 6.847, 23.7213
O, -1.3911, 11.4896, 24.766
O, 4.0636, 5.3457, 24.4354
O, -3.1431, 8.9756, 27.4056
O, 5.3878, 7.4001, 23.2555
O, 3.102, 13.2135, 30.5254
O, 3.4534, 11.762, 22.6851
O, 6.9419, 3.8303, 27.9637
O, -3.7559, 11.0897, 26.1002
O, 1.166, 0.3661, 23.9432
O, 6.2355, 15.876, 22.7155
O, 4.082, 23.9001, 28.1424
O, 2.8611, 0.057, 29.2314
O, 0.6666, 9.711, 28.5641
O, -0.1363, 5.4431, 20.8171
O, -1.3033, 4.9619, 24.806
O, -2.2147, 7.848, 30.6392
O, 3.9283, 16.3827, 21.8661
O, 13.1716, -1.433, 26.588
O, 5.477, 2.8828, 26.0384

Results
free energy: -134426.925 eV
free energy less fixed offsets of N -386.36, O -570.45, Si -639.56 eV per atom: 0.995 eV

Forces (eV/angstrom), in the order of the atoms: element, x, y, z
Si, 0.0071, -0.0034, 0.004
Si, -0.0026, -0.0009, -0.004
Si, 0.0042, 0.0076, 0.0013
Si, 0.0005, -0.0036, 0.0126
Si, -0.0057, 0.0035, 0.001
Si, -0.0082, 0.0025, -0.0054
Si, -0.0026, -0.0003, 0.0019
Si, 0.0035, 0.0007, -0.0058
Si, 0.0011, 0.0013, -0.0016
Si, -0.0004, 0.0014, 0.0011
Si, -0.0012, 0.0002, -0.0018
Si, -0.0002, 0.0007, -0.0041
Si, -0.0022, -0.0004, 0.0014
Si, 0.0048, 0.0005, -0.0021
Si, 0.0004, 0, -0.0033
Si, 0.0014, -0.0011, 0.0001
Si, 0.0025, 0.0007, -0.0022
Si, 0.0012, -0.0014, -0.0009
Si, 0.0018, -0.0009, 0.0001
Si, -0.0004, 0, 0.0013
Si, -0.0001, 0.0018, 0.0005
Si, 0.0015, -0.0013, 0.0031
Si, -0.0008, 0.0011, -0.0063
Si, -0.0007, 0.0016, -0.0012
Si, 0, 0.0025, 0.0011
Si, 0.0005, -0.0014, 0
Si, -0.0005, 0.0012, -0.0012
Si, 0.0022, -0.0028, -0.0011
Si, 0.0008, -0.0014, -0.0005
Si, -0.0013, 0.0018, 0.0016
Si, 0.0017, 0.0005, 0.0006
Si, 0.0023, 0.0018, 0.0004
Si, 0.0017, 0.0001, 0.0014
Si, -0.0004, 0.0001, -0.0001
Si, 0.002, 0.0002, 0.0002
Si, -0.0001, -0.0003, -0.0003
Si, 0.0002, 0.0008, -0.0004
Si, 0.0005, 0.0001, 0.0012
Si, 0.0012, 0.0014, 0.0008
Si, -0.0008, -0.001, -0.0001
Si, 0.0008, -0.0004, 0.0005
Si, -0.0002, 0.0006, -0.0002
Si, -0.0003, 0.0004, -0.0006
Si, 0.0008, 0.0007, 0
Si, 0.0006, 0.0008, -0.0004
Si, 0.0005, 0.0005, 0.0003
Si, 0.0008, -0.0005, 0.0003
Si, 0.0007, 0.0009, -0.0003
Si, 0.0003, 0.0009, 0.0005
Si, -0.0003, 0.0004, 0.0004
Si, 0.0014, 0.0004, -0.0001
Si, -0.0002, 0.0005, -0.0001
Si, -0.0001, -0.0006, -0.0001
Si, 0.0006, 0.0008, -0.0001
Si, 0.0009, 0.0002, 0.0003
Si, 0.0006, 0.0004, -0.0003
Si, 0.0012, 0.0006, 0
Si, 0.0003, 0.0006, 0.0006
Si, -0.0011, 0.0013, 0.0001
Si, 0.0009, -0.0005, -0.0001
Si, 0.0007, 0.0014, 0.0001
Si, 0.0005, -0.0004, -0.0003
Si, 0.0006, -0.0007, 0
Si, 0, -0.0001, 0.0003
Si, 0.0011, 0.0004, 0.0014
Si, 0.0006, 0.0004, 0.0006
Si, -0.0005, 0.001, -0.0017
Si, -0.0009, 0.0011, -0.0013
Si, 0.0005, 0.0001, -0.0012
Si, 0.0013, 0.0004, -0.0002
Si, 0, 0.0002, 0.0016
Si, -0.0002, -0.002, 0.0006
Si, -0.0015, 0.0014, -0.0043
Si, 0.0001, 0.0009, -0.0018
Si, -0.0025, 0.0009, -0.0028
Si, -0.0015, -0.0016, -0.0017
Si, 0.0019, -0.0006, -0.0006
Si, -0.0009, 0, -0.0013
Si, 0.0027, -0.0006, -0.0003
Si, 0.0007, 0.0039, -0.0008
Si, 0.0008, -0.0016, 0.0001
Si, 0.0017, -0.0002, 0.0031
Si, -0.0003, -0.0041, 0.0007
Si, 0.0016, -0.0031, 0.0002
Si, 0.0013, 0.0032, 0.0001
Si, 0.0014, -0.0014, -0.0012
Si, 0.0039, -0.0019, -0.0033
Si, -0.0019, 0.0013, -0.0012
Si, 0.0011, 0.0018, 0.0045
Si, 0.0004, -0.0095, 0.0051
Si, -0.0012, 0.009, -0.0007
Si, 0.0086, -0.0081, 0.0122
Si, -0.0003, 0.001, 0.0032
Si, 0.0026, 0.0034, -0.0045
Si, 0.004, 0.0009, 0.0048
Si, 0.0017, -0.001, -0.0019
Si, -0.0029, 0.002, -0.0055
Si, 0.0004, -0.0012, -0.0044
Si, 0.0001, -0.0005, -0.0047
Si, -0.0015, -0.0009, -0.0106
Si, -0.001, -0.0049, -0.0091
Si, 0.0013, 0.0016, -0.0051
Si, -0.0056, -0.0014, -0.0082
Si, -0.0005, -0.0001, -0.0063
Si, -0.0005, 0.0004, -0.0074
Si, 0.0006, -0.0024, -0.0087
Si, 0.0013, -0.003, -0.0084
Si, -0.0036, -0.0001, -0.0093
Si, -0.0005, -0.0004, -0.0101
Si, -0.0006, -0.0029, -0.006
Si, -0.0002, 0.0026, -0.0072
Si, -0.0021, -0.0008, -0.007
Si, 0.0033, 0.0013, -0.009
Si, -0.0019, -0.0001, -0.01
Si, -0.0001, -0.0081, -0.0033
Si, -0.0017, 0.0041, 0.0007
Si, 0.006, 0.0002, -0.0105
Si, -0.0033, 0.0019, -0.0056
Si, -0.0001, 0.0067, -0.0042
Si, -0.0028, 0.0011, -0.0068
Si, 0.0005, 0.0022, -0.0072
Si, 0.0013, -0.0018, -0.0036
Si, -0.0019, 0.003, -0.0014
Si, 0.0018, 0.002, -0.003
Si, -0.0019, 0.0003, 0.0046
Si, 0.0061, 0.0037, -0.0017
Si, -0.0008, 0.0044, -0.0054
Si, -0.0016, 0, -0.0033
Si, 0.0003, 0.002, -0.0092
Si, -0.0006, -0.0009, -0.0046
Si, 0.0005, -0.0009, -0.0088
Si, 0.0007, -0.0029, -0.0061
Si, -0.0022, 0, -0.0091
Si, 0.0024, -0.0004, -0.0098
O, -0.0036, 0.0011, 0.0019
O, -0.008, 0.0023, -0.0052
O, 0.0022, 0.006, 0.0026
O, -0.0018, -0.0007, 0.0001
O, 0.0003, 0.0021, 0.001
O, 0.0001, -0.0047, 0.0048
O, -0.0013, 0.0029, -0.0076
O, 0.0079, 0.0044, 0.004
O, 0.001, -0.0072, 0.002
O, 0.0108, 0.0049, 0.0048
O, 0.0033, -0.0018, 0.0045
O, -0.0015, -0.0016, 0.0072
O, 0.007, -0.0017, -0.0008
O, 0.002, -0.0009, -0.0088
O, -0.0044, -0.0058, 0.003
O, 0.004, 0.0031, 0.0047
O, 0.0025, 0.0056, 0.003
O, -0.0012, -0.0013, 0.0007
O, 0.003, -0.0074, -0.0052
O, -0.0048, -0.0003, 0.0019
O, 0.002, 0.0019, 0.007
O, -0.0061, -0.0016, -0.0065
N, 0.0002, 0, 0.006
O, -0.0009, 0.0016, -0.0009
O, -0.0004, -0.0033, 0.003
N, 0.001, 0.0016, 0.0029
O, -0.0048, 0.0036, -0.0148
N, -0.0022, 0.006, 0.0043
N, 0.0016, 0.001, -0.0002
O, -0.0038, 0.0032, 0.0088
O, -0.0005, 0.0003, 0.0013
N, -0.0014, -0.0021, 0.0062
O, 0.0025, 0.003, 0.0002
N, 0.006, -0.0041, 0.0053
N, -0.0026, 0.0039, -0.0014
O, -0.0022, -0.0016, 0.0022
O, -0.0019, 0.0009, 0.0035
O, 0.0005, -0.0014, -0.0004
O, 0.0004, -0.0019, 0.0054
O, -0.0039, -0.0022, 0.013
O, 0.0002, 0.0009, 0.0042
O, 0.0019, -0.0001, 0.0012
O, 0.0004, -0.003, 0.005
O, -0.0031, -0.0008, 0.0066
O, 0.0008, -0.001, 0.0025
O, -0.0052, 0.0039, 0.0006
O, 0.0007, -0.0021, 0.0083
O, 0.0048, -0.0004, 0.0034
O, 0.0044, -0.0007, 0.0058
O, -0.0034, -0.0021, 0.0025
O, 0.0005, 0.0014, 0.0013
O, 0.0025, -0.0042, 0.0054
O, -0.0003, -0.0011, 0.0069
O, 0.0038, 0.0018, 0.0079
O, -0.0006, -0.0004, 0.0083
O, 0.0005, -0.0026, -0.0004
O, 0.0101, -0.0057, 0.002
O, 0.0026, 0.0022, 0.0078
O, -0.0003, -0.0032, 0.006
O, 0, 0.0008, 0.0038
O, -0.0028, 0.0022, 0.0019
O, -0.0009, 0.0005, 0.0078
O, 0.0006, -0.0027, 0.0086
O, 0.0009, -0.0003, 0.0013
O, 0.0038, 0.0021, -0.0009
O, -0.0015, 0.0015, 0.0025
N, -0.0008, 0.0002, 0.0041
O, -0.002, -0.0017, 0.0058
O, 0, -0.0009, 0.0054
O, 0.0006, -0.0002, 0.0027
O, -0.001, 0.0042, 0.0031
O, -0.0027, -0.0081, 0.0005
O, 0, 0.0018, 0.0023
O, 0.0047, 0.005, 0.0026
O, -0.0088, -0.0042, -0.0008
O, -0.0034, -0.0036, 0.006
O, 0.0001, -0.0025, 0.0078
O, 0.0013, -0.0016, 0.0026
O, -0.0027, -0.0002, 0.0032
O, 0.0054, -0.0014, 0.0039
O, -0.0074, -0.0004, 0.0054
O, 0.0042, -0.0133, 0.0072
O, -0.0031, -0.0012, 0.0044
O, -0.0052, -0.0016, -0.0086
O, -0.0037, -0.0008, 0.0057
O, 0, 0.0001, 0.0029
O, 0, -0.0011, -0.0011
O, -0.001, 0.0002, -0.0029

The program warned: the cutoff lies below the one the program advises for these potential files; the forces do not sum to zero within the program's tolerance; empty levels may hold ghost states of the PAW files; the exchange-correlation potential is rough where the density is thin.
